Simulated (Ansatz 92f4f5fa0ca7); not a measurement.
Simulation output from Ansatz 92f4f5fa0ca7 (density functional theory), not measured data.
Periodic cell of 280 atoms, Si144O88H32N16, with a vacuum gap, from a study of silicon, its oxide and their interface. The atomic structure is a simulated model.

Settings: functional r2SCAN; potential files Ansatz PAW; basis plane waves; wave-function cutoff 800 eV; density cutoff ratio 5; exchange-correlation grid ratio 1; k mesh 1 x 1 x 1, shifted by 0.5 0.5 0 of a step; self-consistency stop 1e-11 eV per atom in the density residual; occupations fixed; spin none; net charge 0; applied field sawtooth along c, amplitude -0.015 V/angstrom in the program's sign convention, ramp centred at 0.9894 of c and 0.0212 of c wide, no dipole correction.

Cell vectors (angstrom)
a	10.887	0	0
b	0	10.887	0
c	0	0	47.1967

Atoms: element, x, y, z (angstrom)
Si	-0.0005	-0.3135	33.6597
Si	2.854	2.6165	33.6737
Si	0.6612	4.9809	33.2904
Si	2.2615	8.4925	33.4058
Si	5.3746	0.6094	33.7219
Si	7.8099	3.1428	33.7075
Si	5.4514	5.1292	33.6846
Si	8.0907	8.0197	33.1088
Si	1.3019	1.2773	34.824
Si	4.0698	3.9736	35.1335
Si	1.3327	6.7846	34.785
Si	4.0687	9.6401	34.6062
Si	6.7713	1.6328	35.2236
Si	9.6696	4.1578	34.6669
Si	6.7134	6.8407	34.6742
Si	9.396	9.2669	34.8277
Si	-0.0333	2.7176	36.1269
Si	2.7199	-0.0378	36.1589
Si	-0.1024	7.9942	36.2278
Si	2.7036	5.5044	36.2415
Si	5.3999	2.7966	36.6113
Si	8.1499	-0.035	36.1757
Si	5.3849	8.238	36.0366
Si	8.2012	5.5115	36.0652
Si	1.3024	4.0871	37.5229
Si	3.9896	1.2914	37.6694
Si	1.3353	9.4574	37.4825
Si	4.1172	6.8677	37.5157
Si	6.8959	4.2075	37.6332
Si	9.5343	1.3458	37.5101
Si	6.7334	9.5296	37.4998
Si	9.4491	6.7423	37.6226
Si	0.0135	-0.0124	38.8516
Si	2.644	2.7259	38.9226
Si	-0.0448	5.3913	38.94
Si	2.7169	8.1577	38.8972
Si	5.406	-0.0494	38.9521
Si	8.2034	2.7163	38.9153
Si	5.4722	5.5412	38.9277
Si	8.0987	8.1812	38.8876
Si	1.3247	1.3371	40.2822
Si	4.0686	4.1027	40.1978
Si	1.3573	6.7737	40.2365
Si	4.0618	9.4883	40.3256
Si	6.7956	1.3561	40.2345
Si	9.5346	4.0449	40.3382
Si	6.8075	6.8484	40.3255
Si	9.4977	9.5486	40.1936
Si	0.0042	2.6802	6.9932
Si	2.7062	0.0027	6.9585
Si	-0.0223	8.179	6.8302
Si	2.7132	5.4088	6.9195
Si	5.4381	2.7531	6.8522
Si	8.1476	-0.0116	6.9086
Si	5.4414	8.1475	7.0093
Si	8.166	5.4514	6.9685
Si	1.3983	4.0397	8.3359
Si	4.127	1.4012	8.2363
Si	1.3038	9.485	8.2472
Si	4.0922	6.7172	8.3015
Si	6.7438	4.0922	8.2762
Si	9.461	1.3541	8.2929
Si	6.8421	9.5093	8.3318
Si	9.5779	6.8475	8.2546
Si	-0.0579	-0.0202	9.5963
Si	2.8643	2.7366	9.6944
Si	0.008	5.4624	9.6128
Si	2.6773	8.0707	9.5498
Si	5.4496	0.0284	9.5979
Si	8.0763	2.7333	9.6224
Si	5.4428	5.4051	9.7521
Si	8.2349	8.138	9.6958
Si	1.3951	1.3304	10.8117
Si	4.2017	4.0304	11.2705
Si	1.4797	6.6664	11.0156
Si	4.0129	9.5032	10.7832
Si	6.7713	1.3584	11.0418
Si	9.3423	4.2363	10.8866
Si	6.8511	6.7776	11.0541
Si	9.552	9.5397	11.0799
Si	0.055	2.8996	11.8466
Si	2.614	-0.1414	12.1665
Si	0.1331	8.0938	12.2516
Si	2.8594	5.4084	12.6679
Si	5.4941	2.5365	12.6934
Si	8.1218	0.0482	12.4327
Si	5.4321	8.2695	12.128
Si	7.9937	5.356	12.591
Si	0.9678	4.234	13.6049
Si	3.9549	0.983	13.6451
Si	1.7596	9.0756	13.657
Si	4.2138	7.1402	13.7646
Si	7.2051	3.3704	14.249
Si	9.6595	1.6317	13.2303
Si	6.3449	9.8363	13.6483
Si	9.761	6.6214	13.4941
Si	1.2081	-0.795	16.3918
Si	0.1544	7.9264	18.2119
Si	7.9073	22.6017	27.4343
Si	13.2027	4.5635	23.7328
Si	0.7408	3.2933	19.604
Si	18.5479	13.0055	17.102
Si	-0.14	1.6622	17.5506
Si	6.213	7.5005	21.84
Si	-3.4626	15.1646	22.6831
Si	-1.121	3.4593	15.5315
Si	8.9116	-2.9668	25.823
Si	13.8169	18.4194	19.2158
Si	7.0686	31.7365	20.5352
Si	17.2404	7.8669	15.8065
Si	-12.8085	12.7723	22.8648
Si	8.8862	32.3577	24.9855
Si	5.2239	12.2049	21.2818
Si	-0.43	10.1362	27.2504
Si	-1.7352	13.0842	19.7505
Si	-8.3292	5.3003	20.8243
Si	9.0139	-4.3772	16.2925
Si	4.0248	6.8082	31.6574
Si	16.01	-5.1249	19.6227
Si	3.4953	-0.2889	19.4533
Si	6.3823	17.2353	26.5787
Si	-0.8225	-12.8353	21.0311
Si	4.1066	0.86	31.2451
Si	6.4241	3.2673	26.5929
Si	-2.144	14.3861	29.81
Si	19.9607	6.7962	23.1362
Si	10.3448	18.0863	28.1677
Si	-15.7596	2.135	29.1263
Si	-1.2208	11.611	29.8327
Si	-6.0056	5.9835	23.8772
Si	12.3131	21.1297	31.0214
Si	12.8031	-2.1984	28.507
Si	5.9289	-0.5179	17.6995
Si	5.8849	19.8956	31.1961
Si	-10.2607	11.4305	20.0857
Si	-6.8288	9.4988	15.5449
Si	10.1503	-6.7333	24.126
Si	-1.133	6.1003	31.1151
Si	4.941	13.9854	23.8317
Si	6.573	25.2135	19.7502
Si	-2.6911	11.6377	32.201
Si	19.7879	4.6506	26.936
Si	4.6756	18.4842	28.8916
Si	12.0278	23.4666	15.0148
O	-6.3976	5.4468	32.3804
O	0.2403	5.5453	31.7963
O	5.4482	-4.2446	27.8639
O	-2.0281	4.7956	30.7636
O	6.6795	4.1894	33.1691
O	3.9892	6.6704	30.0485
N	9.8161	8.5303	27.1803
O	7.4967	7.4906	26.4567
O	5.7868	8.5428	29.6375
O	2.6445	7.4106	32.2201
O	2.4121	6.9013	20.6279
N	15.0243	12.4702	32.8195
N	0.5842	3.3293	15.0882
O	0.0095	5.5103	13.8682
O	2.7264	1.6299	14.6001
N	4.9171	-0.2489	14.4725
O	-5.4279	3.0229	27.8846
O	6.1225	9.0354	21.4451
N	7.7011	2.5272	18.8383
O	5.3188	6.8639	15.0002
O	17.8069	13.9426	15.9095
O	10.5205	8.1258	19.7164
N	8.8562	2.867	14.1703
O	7.1019	8.8306	14.7148
O	11.1434	9.3499	17.4582
O	19.8926	1.6694	21.275
N	10.1784	0.9582	19.0209
O	-4.7234	6.6708	20.4566
O	18.6139	-0.051	26.0982
O	1.6851	4.5722	19.6918
O	4.9666	18.055	22.7893
O	9.6974	16.9338	27.2361
O	2.5693	11.3983	30.8834
O	6.878	11.5439	17.0167
N	19.8859	15.9406	23.0778
O	10.0189	7.8209	22.2423
O	-4.9159	15.528	18.8344
O	4.9831	-0.5238	31.2771
O	-1.4635	7.2939	14.9459
O	9.189	14.771	28.3131
O	0.861	-8.0231	18.0473
N	9.3642	13.1678	16.7408
O	-2.2922	9.5722	20.8351
O	6.7885	-1.1227	18.9473
N	14.0925	8.3755	14.4507
N	7.1822	4.8287	26.642
O	7.3076	25.8795	21.0557
O	11.7335	9.4944	14.9401
O	15.059	17.525	18.6498
O	14.3973	-1.8974	19.5207
O	19.5303	-1.8418	24.6686
O	1.9773	15.5907	22.1698
O	-8.0458	9.9898	16.507
O	7.5436	7.1353	22.6842
O	12.8164	10.9595	19.2121
O	0.0774	10.8503	30.3875
O	-1.369	6.8624	24.7242
N	11.738	11.728	16.4628
O	6.6311	11.423	21.0627
O	11.9915	2.0304	20.6255
O	9.5814	25.7734	25.6331
O	-7.5755	3.296	23.9904
O	-11.766	-3.9602	17.4904
O	3.4863	-2.4355	28.1482
O	1.0827	18.2128	28.1966
O	-4.2103	11.6505	28.4992
O	4.1381	5.0001	20.6756
O	-1.6956	4.9078	16.0389
O	-3.4209	-3.9062	16.6027
O	-10.6915	21.1321	21.1432
N	1.162	9.6856	32.6449
O	7.6726	-8.1133	23.2689
O	5.312	13.4439	20.2514
O	-14.4032	8.8782	31.8716
O	8.3267	0.2794	30.6602
N	5.7721	4.5768	23.3247
O	8.182	2.3573	32.3311
O	-0.847	14.4675	19.8547
O	1.1192	9.9343	27.763
O	-0.5572	-0.1325	25.7387
O	4.7985	12.6871	30.123
N	16.2648	9.0482	16.6504
O	-5.3394	-8.0721	25.3142
O	-5.7676	7.9093	32.0953
O	-5.4489	-4.4244	25.296
O	-9.0108	19.89	30.0937
O	11.7108	4.6195	24.363
O	-1.8368	6.9828	32.2784
O	1.8296	14.6999	33.0064
O	8.8201	11.3579	23.5989
O	-3.1405	2.3261	26.7918
O	14.1737	5.7869	24.1477
O	5.0899	1.8523	22.8019
O	4.5794	11.0661	18.3233
O	9.9286	-3.9091	29.7415
O	9.8053	13.1994	30.1394
O	10.2548	13.5661	23.4326
O	6.7831	11.1504	32.8403
N	-1.4611	11.2356	28.1743
O	-6.9123	11.2594	20.8603
O	-10.8034	22.7287	13.99
O	-3.6825	24.7561	29.8319
O	1.6928	18.292	18.1866
O	-1.2506	11.2432	32.8291
H	0.5099	2.1658	41.2147
H	2.1606	0.5296	41.2147
H	4.8964	3.287	41.1302
H	3.2317	4.9092	41.1302
H	0.5431	7.6031	41.1689
H	2.1764	5.9492	41.1689
H	3.2538	10.3236	41.258
H	4.8952	8.6783	41.258
H	5.9857	2.1896	41.167
H	7.6127	0.5296	41.167
H	8.7241	4.8779	41.2706
H	10.3539	3.2207	41.2706
H	7.6178	6.0151	41.2579
H	5.9653	7.6492	41.2579
H	8.6688	10.3632	41.1261
H	10.3187	8.7261	41.1261
H	0.8189	1.8515	6.0608
H	-0.8152	3.5045	6.0608
H	3.5142	-0.8327	6.026
H	1.8703	0.8101	6.026
H	-0.8433	9.0016	5.8978
H	0.7919	7.3497	5.8978
H	3.5501	4.6024	5.987
H	1.8942	6.2333	5.987
H	4.6103	3.5689	5.9198
H	6.2481	1.9196	5.9198
H	8.9765	-0.8262	5.9762
H	7.3305	0.815	5.9762
H	4.608	8.9574	6.0769
H	6.2836	7.3466	6.0769
H	7.3558	6.2846	6.036
H	8.9765	4.6184	6.036

Results
free energy: -148980.441 eV
free energy less fixed offsets of H -15.71, N -386.36, O -570.45, Si -639.56 eV per atom: 0.279 eV

Forces (eV/angstrom), in the order of the atoms: element, x, y, z
Si	-0.0084	0.0027	-0.0225
Si	0.0091	0.0053	-0.0118
Si	-0.0035	0.0069	-0.0214
Si	0.0004	-0.0089	-0.0192
Si	0.0125	0.0004	-0.0067
Si	0.0033	-0.0198	-0.0146
Si	-0.0146	-0.0027	-0.0203
Si	-0.0046	-0.0001	-0.0258
Si	0.0064	-0.0118	-0.0129
Si	0.0055	-0.0087	-0.0158
Si	0.0008	0.0081	-0.0159
Si	-0.0008	0.0095	-0.0188
Si	-0.0088	0.0071	-0.0201
Si	-0.0069	0.0094	-0.008
Si	0.0051	-0.0051	-0.0082
Si	0.0075	-0.0067	-0.015
Si	-0.001	0.0058	0.0141
Si	0.004	0.011	0.0149
Si	-0.0003	0.0045	-0.0031
Si	0.0007	-0.0033	0.0097
Si	-0.0107	-0.0172	-0.0034
Si	-0.0039	0.0058	0.0123
Si	-0.0021	0.0008	0.0053
Si	0.0019	-0.0064	0.0018
Si	0.0098	0.0001	0.0197
Si	0.0204	0.0243	-0.0002
Si	-0.0002	-0.002	0.022
Si	0.0036	-0.0134	0.027
Si	0.007	0.001	0.0138
Si	-0.0091	-0.0059	0.0269
Si	-0.0102	0.0011	0.033
Si	-0.0135	-0.0139	0.0157
Si	0.0148	-0.0149	0.1761
Si	0.0036	-0.0282	0.1686
Si	-0.0054	0.0308	0.1889
Si	-0.0213	0.0337	0.1942
Si	-0.0114	0.0135	0.1781
Si	-0.0445	0.0416	0.1843
Si	0.002	-0.0334	0.1743
Si	0.0387	-0.0108	0.1672
Si	0.0362	0.1027	0.2336
Si	0.0747	0.042	0.2658
Si	-0.0938	0.0379	0.2689
Si	-0.0476	0.0469	0.2116
Si	-0.0649	0.0294	0.3101
Si	0.0239	-0.0968	0.3184
Si	-0.18	0.091	0.4051
Si	0.0284	-0.081	0.2678
Si	0.0337	0.0669	-0.2997
Si	0.0081	-0.026	-0.2527
Si	0.0045	0.0209	-0.4522
Si	0.0445	-0.0746	-0.1905
Si	0.0177	-0.0211	-0.4075
Si	-0.0538	-0.0443	-0.2067
Si	0.1512	-0.1516	-0.3024
Si	0.0181	0.034	-0.2256
Si	-0.0333	0.0352	-0.1572
Si	0.0111	-0.0296	-0.1937
Si	0.0465	-0.0018	-0.1721
Si	-0.0161	0.0033	-0.1746
Si	0.0282	-0.008	-0.2001
Si	-0.0111	0.0006	-0.1679
Si	0.0253	-0.0155	-0.1713
Si	-0.035	-0.0162	-0.1854
Si	0.0006	-0.0084	-0.0269
Si	-0.019	-0.0139	-0.0358
Si	0.0052	0.0009	-0.0062
Si	-0.0021	0.0149	-0.0077
Si	-0.0149	-0.0019	-0.019
Si	0.0117	0.0124	-0.0185
Si	-0.0007	0.0149	-0.0302
Si	0.007	0.0069	-0.0272
Si	0.0048	-0.0078	-0.0103
Si	-0.0051	0.0017	-0.0046
Si	-0.01	0.0159	-0.0058
Si	-0.0067	0.0038	0.0009
Si	0.0061	-0.0085	-0.0085
Si	0.0039	-0.0043	-0.0007
Si	0.0092	-0.0051	-0.005
Si	0.0069	-0.0063	-0.0053
Si	-0.0088	-0.0003	0.0262
Si	0.009	-0.0089	0.0191
Si	0.0026	0.002	0.0134
Si	-0.0049	0.0065	0.0122
Si	0.0007	-0.0114	0.0159
Si	0.0018	0.0111	0.0097
Si	-0.01	0.0093	0.0278
Si	0.011	0.0034	0.0118
Si	-0.0021	0.0018	-0.0311
Si	-0.0071	-0.0079	-0.0281
Si	-0.0034	0.0068	-0.0421
Si	0.0034	0.0062	-0.0339
Si	0.009	0.001	-0.0481
Si	0.0011	0.004	-0.0158
Si	0.0028	-0.0133	-0.0329
Si	0.0068	0.0026	-0.03
Si	0.0073	-0.0051	-0.0617
Si	-0.0095	0.0016	-0.0611
Si	-0.0041	0.0015	-0.0668
Si	-0.003	0.0009	-0.0591
Si	-0.0024	-0.0102	-0.0524
Si	-0.0002	0.0075	-0.0694
Si	0.0011	-0.0046	-0.0655
Si	-0.0051	0.0132	-0.0607
Si	-0.0015	-0.0057	-0.0572
Si	0.0066	0.0052	-0.057
Si	-0.005	-0.0108	-0.0742
Si	-0.0057	0.0115	-0.0475
Si	-0.0061	-0.0015	-0.0586
Si	0.0037	-0.0005	-0.046
Si	0.0003	0.0063	-0.0745
Si	-0.0024	0.0071	-0.0807
Si	-0.0037	-0.015	-0.0588
Si	-0.0101	-0.0042	-0.0612
Si	0.0055	-0.0009	-0.058
Si	0.0018	0.0105	-0.0565
Si	-0.0057	-0.0012	-0.0571
Si	0.0084	0.0034	-0.0521
Si	-0.0011	0	-0.047
Si	0.0019	-0.0063	-0.0489
Si	0.0013	-0.001	-0.075
Si	0.0136	0.0127	-0.069
Si	0.0074	0.0027	-0.0624
Si	-0.0093	0.0043	-0.0755
Si	-0.0024	-0.0008	-0.0718
Si	-0.0008	0.0085	-0.0658
Si	-0.012	0.0034	-0.071
Si	0.0129	0.0088	-0.0705
Si	-0.0036	0.0037	-0.0747
Si	-0.0069	0.0004	-0.0659
Si	-0.0061	-0.0027	-0.0634
Si	-0.0109	-0.005	-0.0604
Si	-0.005	-0.0105	-0.0648
Si	-0.0097	-0.0034	-0.0533
Si	0.0039	0.0056	-0.0525
Si	-0.0053	-0.003	-0.0594
Si	0.009	-0.002	-0.0717
Si	-0.0124	0.0007	-0.0753
Si	-0.0072	-0.0035	-0.0695
Si	0.0041	-0.0094	-0.0528
Si	-0.0016	-0.0003	-0.0412
Si	-0.0009	-0.0032	-0.0736
Si	0.0084	-0.0137	-0.073
Si	0.0027	0.0041	-0.0506
O	0.0098	-0.0057	0.0204
O	0.0156	-0.0115	0.0425
O	-0.0208	0.0182	0.041
O	0.0072	0.0141	0.0299
O	-0.0021	0.0021	0.021
O	-0.0054	-0.0048	0.0435
N	0.0123	0.001	0.0377
O	-0.0022	-0.0023	0.0237
O	0.0067	0.011	0.0387
O	-0.0092	0.0111	0.033
O	-0.0011	-0.0103	0.0261
N	-0.0082	0.0074	0.0415
N	-0.006	-0.0056	0.0405
O	0.0012	-0.0075	0.0161
O	-0.007	0.0064	0.0208
N	0.0018	0.0005	0.0148
O	-0.0036	-0.012	0.0455
O	-0.0011	-0.0161	0.0285
N	-0.0037	0.0078	0.0552
O	0.0087	0.0029	0.0313
O	0.0027	-0.0061	0.0402
O	-0.0101	0.007	0.0521
N	-0.0048	0.0017	0.0313
O	0.002	-0.0074	0.0317
O	-0.0052	-0.0114	0.0312
O	-0.0027	0.0014	0.0589
N	-0.0007	-0.0015	0.0447
O	0.0099	0.0099	0.0401
O	-0.0022	0.0107	0.0398
O	0.0109	0.0081	0.0246
O	-0.005	-0.0111	0.0384
O	0.0123	0.01	0.039
O	0.0054	0.0026	0.0293
O	-0.0012	-0.0007	0.0209
N	0.0105	-0.0015	0.0357
O	-0.0094	-0.0211	0.0416
O	-0.0007	0.002	0.0242
O	-0.0034	0.0043	0.0217
O	-0.0053	-0.0041	0.0363
O	-0.0003	-0.0129	0.0517
O	0.0031	0.0108	0.0412
N	-0.0025	-0.011	0.0356
O	0.0022	-0.0039	0.0241
O	0.0151	0.0001	0.047
N	-0.0008	-0.0006	0.0237
N	0.0045	-0.0012	0.0292
O	0.0107	0.0127	0.0537
O	-0.0031	0.0129	0.0438
O	0.0067	-0.0074	0.0245
O	0.0005	-0.0036	0.0203
O	0.0033	0.0009	0.0329
O	-0.0005	-0.0071	0.0449
O	-0.0056	0.0023	0.0271
O	0.0163	-0.0071	0.0264
O	-0.0012	0.0028	0.0275
O	0.0183	-0.0083	0.0374
O	0.0036	0.0136	0.0554
N	-0.0104	0.0014	0.0342
O	-0.003	0.0059	0.0236
O	0.0037	0.002	0.0177
O	-0.0143	0.0072	0.0543
O	0.007	-0.0018	0.0283
O	0.0178	0.0109	0.0331
O	0.0032	0.0004	0.0362
O	0.0094	0.0033	0.0199
O	-0.0132	0.0034	0.0387
O	-0.0035	-0.0047	0.0287
O	-0.0008	0.0024	0.0255
O	0.0028	-0.0044	0.0131
O	-0.0068	-0.0102	0.0205
N	0.0033	-0.0023	0.0493
O	0.0009	-0.0008	0.0248
O	-0.0034	-0.0048	0.03
O	0.0147	-0.0071	0.0323
O	-0.0102	-0.0004	0.0412
N	-0.0047	0.0015	0.0243
O	-0.0016	0.012	0.0315
O	-0.002	0.0016	0.0093
O	0.0152	-0.0072	0.0274
O	0.0127	-0.0052	0.0432
O	-0.0209	-0.0155	0.0422
N	0.0053	0.0135	0.031
O	0.0214	0.0002	0.0553
O	-0.0026	-0.0038	0.0228
O	0.019	0.0061	0.0573
O	-0.0003	0.0162	0.04
O	-0.0092	-0.0017	0.0305
O	-0.0157	0.0178	0.0378
O	-0.0031	-0.0049	0.0083
O	0.0013	-0.0206	0.0403
O	0.0031	-0.0103	0.026
O	0.0069	0.0048	0.0174
O	-0.0003	0.0208	0.0487
O	-0.0104	0.0036	0.034
O	-0.0041	-0.0121	0.0576
O	0.0035	-0.003	0.024
O	0.0026	0.0087	0.023
O	-0.0187	-0.0033	0.0141
N	0.0036	0.0051	0.0515
O	0.011	0.0126	0.0296
O	0.0059	-0.0021	0.0262
O	0.0062	0.0024	0.0338
O	0.0143	-0.0011	0.0191
O	0.0146	-0.006	0.0289
H	0.2166	-0.4669	-0.271
H	-0.2567	0.268	-0.321
H	-0.2632	0.2699	-0.2753
H	0.39	-0.3072	-0.2362
H	0.2443	-0.2232	-0.2473
H	-0.3498	0.3511	-0.227
H	0.263	-0.2782	-0.2722
H	-0.4279	0.2339	-0.2782
H	0.2637	-0.2784	-0.2476
H	-0.3116	0.3606	-0.2226
H	0.1657	-0.2821	-0.3029
H	-0.3316	0.3739	-0.2213
H	-0.183	0.2504	-0.3323
H	0.4461	-0.2712	-0.2056
H	0.387	-0.2905	-0.2585
H	-0.2619	0.2054	-0.2687
H	-0.3993	0.3058	0.2554
H	0.3296	-0.1594	0.2693
H	-0.2318	0.3	0.2512
H	0.3598	-0.3463	0.2334
H	0.3238	-0.3247	0.2376
H	-0.2417	0.2519	0.2591
H	-0.4423	0.27	0.2579
H	0.2426	-0.2141	0.3536
H	0.3417	-0.3531	0.2392
H	-0.184	0.347	0.264
H	-0.2846	0.3443	0.303
H	0.1815	-0.3446	0.312
H	0.247	-0.2632	0.3163
H	-0.3076	0.3405	0.2148
H	0.3232	-0.3021	0.2214
H	-0.2692	0.2314	0.2619

The program warned: the cutoff lies below the one the program advises for these potential files; the forces do not sum to zero within the program's tolerance; empty levels may hold ghost states of the PAW files; the exchange-correlation potential is rough where the density is thin.
